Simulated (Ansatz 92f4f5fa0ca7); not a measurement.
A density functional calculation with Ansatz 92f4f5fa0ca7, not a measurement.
Periodic cell of 276 atoms, Si168O108, from a study of silicon, its oxide and their interface. The atomic structure is a simulated model.
Doubt: the cutoff is far below the 930 eV that the study's wrapper takes by default for these files, so forces and energies are approximate.
This geometry differs little from another in the collection (a relaxation step or a small displacement).

Settings
functional: PBE
potential files: Ansatz PAW
basis: plane waves
wave-function cutoff: 580 eV
density cutoff ratio: 5
exchange-correlation grid ratio: 1
k mesh: 1 x 1 x 1, Gamma-centred
self-consistency stop: 5e-08 eV per atom in the density residual
occupations: fixed
spin: none
net charge: 0

Cell vectors (angstrom)
a	11.6015	0	0
b	0	13.3963	0
c	0	0	30.8498

Atoms: element, x, y, z (angstrom)
Si	0.0541	-0.0952	24.0998
Si	3.8606	0.0066	24.1857
Si	7.7215	0.058	24.0323
Si	1.9094	3.4231	24.1287
Si	6.0127	3.3863	24.187
Si	9.6318	3.3563	24.2595
Si	-0.1064	6.684	24.1517
Si	3.7579	6.6733	24.2176
Si	7.7195	6.7815	24.1576
Si	1.9969	10.0166	24.1459
Si	5.7669	10.0687	24.1645
Si	9.6415	10.0569	23.9835
Si	0.0137	2.1893	24.8452
Si	3.9252	2.3001	24.7921
Si	7.7759	2.1793	25.1229
Si	1.8445	5.6022	25.0253
Si	5.7819	5.6228	24.9051
Si	9.6066	5.5978	25.0162
Si	-0.02	8.9542	24.8313
Si	3.8805	8.9076	25.0016
Si	7.7338	8.9927	24.9279
Si	1.9556	12.2494	24.9924
Si	5.8201	12.3114	24.9161
Si	9.6441	12.284	24.8157
Si	0.0068	2.2075	27.2487
Si	3.8854	2.2595	27.2233
Si	7.751	2.1927	27.4361
Si	1.8895	5.5809	27.3638
Si	5.7861	5.5883	27.2898
Si	9.6428	5.5893	27.3573
Si	-0.01	8.9398	27.2416
Si	3.8719	8.9124	27.349
Si	7.7387	8.951	27.3006
Si	1.9401	12.2621	27.3377
Si	5.8101	12.2828	27.294
Si	9.6573	12.2663	27.2357
Si	1.9528	1.1245	28.0568
Si	5.7803	1.109	28.0945
Si	9.7021	1.0806	28.0942
Si	-0.0275	4.4367	28.0929
Si	3.8537	4.4691	28.0776
Si	7.7128	4.4645	28.099
Si	1.9098	7.824	28.0883
Si	5.8156	7.8092	28.0921
Si	9.671	7.8336	28.0855
Si	-0.0147	11.1569	28.07
Si	3.8815	11.1544	28.0933
Si	7.7368	11.1738	28.0847
Si	1.9336	1.1164	30.4549
Si	5.8008	1.1164	30.4549
Si	9.6679	1.1164	30.4549
Si	0	4.4654	30.4549
Si	3.8672	4.4654	30.4549
Si	7.7343	4.4654	30.4549
Si	1.9336	7.8145	30.4549
Si	5.8008	7.8145	30.4549
Si	9.6679	7.8145	30.4549
Si	0	11.1635	30.4549
Si	3.8672	11.1635	30.4549
Si	7.7343	11.1635	30.4549
Si	0	0	0.3944
Si	3.8672	0	0.3944
Si	7.7343	0	0.3944
Si	1.9336	3.3491	0.3944
Si	5.8008	3.3491	0.3944
Si	9.6679	3.3491	0.3944
Si	0	6.6981	0.3944
Si	3.8672	6.6981	0.3944
Si	7.7343	6.6981	0.3944
Si	1.9336	10.0472	0.3944
Si	5.8008	10.0472	0.3944
Si	9.6679	10.0472	0.3944
Si	0.0137	-0.0093	2.7685
Si	3.8974	-0.0112	2.7541
Si	7.7568	-0.0065	2.7855
Si	1.9391	3.3461	2.7654
Si	5.7995	3.3608	2.7369
Si	9.6803	3.3584	2.7804
Si	-0.0074	6.6909	2.7898
Si	3.8639	6.7017	2.7481
Si	7.7595	6.7059	2.7817
Si	1.9249	10.0627	2.7653
Si	5.796	10.0229	2.7673
Si	9.6377	10.0641	2.7802
Si	0.0141	2.2125	3.5551
Si	3.8829	2.2242	3.5035
Si	7.7264	2.2515	3.5017
Si	1.9503	5.5825	3.5529
Si	5.8072	5.5954	3.4983
Si	9.667	5.5772	3.6438
Si	-0.0244	8.9505	3.5145
Si	3.844	8.9202	3.5435
Si	7.7178	8.9303	3.6115
Si	1.9641	12.303	3.54
Si	5.8274	12.2419	3.5503
Si	9.6945	12.2829	3.6239
Si	0.0324	2.1826	5.9297
Si	3.9139	2.2074	5.8541
Si	7.7012	2.2509	5.8386
Si	1.975	5.572	5.9227
Si	5.7951	5.5921	5.8434
Si	9.6545	5.5517	6.0744
Si	-0.0528	8.9675	5.8609
Si	3.8053	8.8876	5.9171
Si	7.6843	8.91	6.0209
Si	2.005	12.3202	5.8967
Si	5.848	12.1932	5.9259
Si	9.7334	12.2856	6.0464
Si	2.0285	1.145	6.7589
Si	5.8344	1.033	6.6199
Si	9.6061	1.1959	6.6776
Si	0.076	4.4107	6.6743
Si	3.9394	4.4118	6.677
Si	7.6258	4.4437	6.7643
Si	1.8048	7.8178	6.6859
Si	5.7085	7.7615	6.7513
Si	9.6607	7.8435	6.7576
Si	0.1514	11.1726	6.7476
Si	3.8692	11.1014	6.6878
Si	7.8043	11.145	6.8334
O	4.1751	4.2578	8.3279
O	5.5446	7.559	8.407
O	9.3272	1.5256	8.308
O	9.7923	8.0561	8.4136
O	2.2557	1.2094	8.4162
O	5.9994	0.9362	8.2708
O	1.4616	7.9185	8.3256
O	0.5292	11.1407	8.3914
O	3.7039	10.9915	8.3446
O	0.3972	4.2921	8.3145
O	7.2553	4.4291	8.4154
O	7.8089	11.2191	8.5117
O	6.6026	3.4206	22.6123
O	2.2587	9.9468	22.5004
O	7.696	0.1535	22.3527
O	11.2463	6.5443	22.5095
O	7.8235	6.9477	22.49
O	0.2525	13.0671	22.4622
O	9.6083	9.9895	22.3017
O	3.442	6.6339	22.5719
O	5.663	9.9887	22.5037
O	9.3504	3.4009	22.6091
O	1.738	3.5791	22.4851
O	3.7329	-0.0968	22.5318
Si	8.9398	10.0747	18.0551
Si	4.4383	10.9602	9.795
Si	9.1768	10.7172	20.8898
Si	5.0822	8.1624	9.8525
Si	2.7063	1.6943	9.9103
Si	7.2123	6.2498	21.146
Si	10.403	6.6227	18.3038
Si	3.0951	10.8118	12.5578
Si	10.0633	6.1297	14.2057
Si	9.7285	1.5108	16.266
Si	5.5542	0.5422	9.7768
Si	1.6408	9.6974	21.0079
Si	11.0941	4.1477	9.6553
Si	7.2385	0.819	20.9071
Si	3.2479	6.4235	14.4954
Si	7.9832	3.4981	21.7147
Si	10.2248	1.2379	9.6409
Si	13.5786	3.6478	15.3298
Si	8.1345	5.025	9.6589
Si	-0.5436	4.3112	16.6689
Si	1.4103	13.0891	11.9985
Si	7.4065	1.5395	14.0963
Si	8.4768	10.8535	9.968
Si	5.0585	6.0353	11.9834
Si	7.987	0.0606	11.4756
Si	11.5954	12.4642	20.9668
Si	9.0381	7.8621	9.8513
Si	4.0314	8.7029	19.4142
Si	7.5957	4.5119	12.7376
Si	0.6667	1.0644	14.5771
Si	4.5255	10.3758	15.0417
Si	1.8277	9.1959	14.6348
Si	4.1017	6.0901	21.1761
Si	4.4016	13.3498	21.0511
Si	1.8536	1.1647	19.5332
Si	4.9955	7.858	16.6086
Si	2.8254	1.1917	16.5367
Si	8.0265	13.1166	18.0373
Si	7.4739	7.5703	18.2957
Si	11.453	11.9072	9.6633
Si	5.9328	10.5477	20.9957
Si	10.7436	8.4923	16.0519
Si	5.5652	13.308	15.9742
Si	2.0926	7.3582	9.72
Si	1.9524	4.0714	20.9478
Si	3.4217	4.5589	9.7433
Si	0.2002	6.7632	20.9956
Si	11.4051	6.5877	11.4938
O	9.2551	0.6753	17.573
O	9.3777	0.6794	10.8993
O	1.0717	4.187	16.5696
O	2.6474	12.3726	12.7891
O	6.2249	5.3718	12.8944
O	1.0246	5.3902	20.6022
O	10.5359	5.0677	15.33
O	5.208	11.7681	15.5382
O	2.4858	3.2885	10.1545
O	1.0171	2.6775	14.3837
O	7.9489	0.3805	13.0692
O	5.6444	7.2962	11.1146
O	3.2176	0.4285	20.0498
O	3.4801	4.6383	20.7409
O	1.9045	9.8137	13.1091
O	4.2833	1.4451	10.1937
O	4.0679	8.5117	17.7958
O	5.0513	11.8919	20.6891
O	-0.0298	5.0711	10.8989
O	4.2711	6.6694	15.7484
O	9.6402	9.8845	19.5418
O	7.3203	3.0169	13.3648
O	5.6708	5.8663	21.4551
O	7.9462	6.6498	9.7288
O	7.8887	4.3392	11.1227
O	10.3005	2.9046	16.8261
O	9.8503	9.6426	16.7805
O	7.2545	7.2366	19.8711
O	11.0023	2.5873	10.1225
O	6.0121	0.9165	14.7362
O	3.9392	6.5791	13.0267
O	8.8507	6.8373	17.854
O	11.2502	6.4023	13.1029
O	1.0937	7.4717	11.0078
O	8.3041	9.2555	10.3006
O	11.314	7.5402	17.2778
O	0.704	11.0036	20.6991
O	6.7393	-0.075	17.0829
O	4.2438	0.4614	16.7402
O	0.3449	9.3047	15.2962
O	2.7918	9.667	19.8521
O	6.7633	0.8892	10.7969
O	5.4067	9.4123	19.9467
O	7.8824	11.848	11.1381
O	0.4435	0.3391	13.1377
O	8.0217	4.8689	20.8358
O	10.0919	7.406	10.9975
O	2.1215	7.5898	14.6034
O	10.0729	11.1222	9.941
O	11.2597	13.4618	9.1823
O	4.4697	4.9101	10.9452
O	0.9578	8.214	20.971
O	2.6136	4.9184	14.5439
O	10.9005	0.7798	15.4101
O	9.9807	12.1634	20.805
O	7.5853	9.1741	18.0625
O	2.432	5.8	9.4818
O	3.1421	2.708	15.9831
O	10.6137	6.9255	19.8862
O	8.5379	11.6057	17.8378
O	1.9206	0.4149	15.4093
O	5.2079	12.3657	9.9804
O	6.2612	7.0976	17.3188
O	8.7688	5.4179	13.4653
O	7.6248	13.3538	19.5907
O	4.4695	10.468	13.3942
O	8.4537	1.7599	15.3044
O	1.9575	1.2227	17.9124
O	3.3356	10.7065	10.9593
O	5.6175	1.0363	20.9616
O	10.76	5.071	18.0633
O	3.8498	7.2015	20.0242
O	9.8622	7.5812	14.979
O	5.4012	9.097	15.593
O	0.6719	11.9495	11.0742
O	3.4611	8.1585	10.0126
O	7.9701	2.2512	20.6808
O	9.6513	4.7125	9.1804
O	0.5654	0.2202	19.9449
O	1.695	2.7264	20.0448
O	5.5245	9.7365	9.9056
O	7.5386	10.8367	20.8399
O	1.8758	0.9035	11.0399
O	2.9536	10.0633	15.4936

Results
free energy: -168222.911 eV
free energy less fixed offsets of O -568.88, Si -635.61 eV per atom: -1.391 eV

Forces (eV/angstrom), in the order of the atoms: element, x, y, z
Si	-0.0602	0.0604	-0.005
Si	-0.0762	0.0523	-0.0008
Si	0.0225	0.013	0.0815
Si	0.0298	-0.0516	0.0211
Si	-0.0867	0.0127	0.0661
Si	-0.0487	-0.0423	0.0489
Si	0.0426	0.0196	0.0802
Si	0.056	0.0495	0.0123
Si	-0.0026	-0.016	0.0295
Si	0.0092	0.0145	0.0638
Si	-0.0059	-0.0771	-0.0005
Si	0.0033	0.024	0.1179
Si	0.0714	0.0009	-0.0576
Si	0.0447	0.0237	-0.0503
Si	0.048	0.0041	-0.1386
Si	-0.0704	-0.0136	-0.1052
Si	-0.0255	-0.0256	-0.0939
Si	-0.0333	0.0162	-0.0973
Si	-0.015	-0.0281	-0.0662
Si	-0.0094	-0.0278	-0.0818
Si	0.0536	0.0268	-0.0821
Si	0.0478	-0.0442	-0.1027
Si	0.0055	0.0067	-0.1032
Si	0.0061	-0.0339	-0.0535
Si	-0.0309	0.0132	-0.0722
Si	0.0014	-0.0288	-0.1155
Si	-0.0051	0.0256	-0.0741
Si	0.0338	0	-0.0636
Si	0.0052	-0.0049	-0.0977
Si	0.0167	-0.0088	-0.0362
Si	0.0087	-0.0066	-0.0932
Si	-0.0078	0.0105	-0.0581
Si	-0.0048	-0.015	-0.0543
Si	-0.0171	0.0199	-0.0287
Si	-0.004	-0.0031	-0.0627
Si	0.0058	0.0054	-0.0985
Si	0.038	0.0021	0.0849
Si	-0.0297	0.0191	0.0755
Si	0.0221	-0.0062	0.0705
Si	-0.0224	-0.0284	0.064
Si	0.0004	0.0001	0.0885
Si	-0.0166	-0.0122	0.0698
Si	-0.007	0.003	0.0789
Si	0.0201	0.0006	0.074
Si	-0.0044	0.0122	0.0678
Si	-0.0123	-0.0013	0.0721
Si	0.0027	-0.0054	0.0488
Si	0.0075	0.0011	0.0692
Si	0.0476	0.0645	-0.1468
Si	-0.1558	-0.0347	0.0786
Si	0.135	-0.1381	0.0848
Si	-0.0587	-0.1273	0.0238
Si	0.0182	-0.0542	-0.0793
Si	-0.0751	0.0155	0.1267
Si	-0.0805	0.0495	0.0458
Si	0.0527	-0.0054	0.0463
Si	0.0179	0.0557	0.0139
Si	-0.076	-0.0225	-0.0893
Si	0.0585	0.017	0.0477
Si	0.0543	0.0261	-0.0274
Si	-0.0539	-0.0166	0.0502
Si	0.0803	-0.0265	-0.0258
Si	0.0655	-0.0665	0.1081
Si	-0.0137	0.0174	0.0179
Si	-0.0069	0.0423	-0.1794
Si	0.0833	0.1016	0.1056
Si	-0.047	-0.0229	0.1556
Si	-0.0121	0.0115	-0.1568
Si	0.0796	0.0496	0.1452
Si	0.0095	0.0196	-0.0065
Si	-0.0009	-0.0519	0.0258
Si	-0.1019	0.0638	0.1531
Si	-0.0016	-0.0122	-0.0817
Si	0.0527	-0.0173	-0.0646
Si	0.0014	-0.0078	-0.0894
Si	-0.0244	0.0086	-0.0768
Si	-0.0055	0.0002	-0.0442
Si	0.0128	0.0091	-0.0774
Si	0.0003	-0.0114	-0.0802
Si	-0.0005	-0.0086	-0.0735
Si	0.0078	0.0055	-0.0847
Si	0.0071	0.0083	-0.068
Si	-0.0083	-0.0224	-0.0616
Si	-0.009	0.0067	-0.0753
Si	-0.001	0.0231	0.0446
Si	-0.007	0.0082	0.0561
Si	0.0186	-0.018	0.0072
Si	-0.0062	0.0016	0.0384
Si	0.001	0.0141	0.0293
Si	-0.007	0.0065	0.0903
Si	0.0152	-0.0114	0.0188
Si	0.0119	0.0189	0.0581
Si	-0.0021	-0.0151	0.0776
Si	-0.0358	-0.0192	0.0287
Si	-0.0267	0.0535	0.055
Si	0.0012	0.0116	0.0887
Si	0.0094	0.0167	0.0938
Si	-0.0078	0.0012	0.0903
Si	-0.0806	0.0411	0.0996
Si	0.0174	-0.0274	0.1267
Si	0.005	-0.0542	0.0869
Si	0.034	-0.046	0.0947
Si	-0.0239	0.0196	0.0825
Si	-0.0432	-0.0309	0.0774
Si	-0.0163	0.0218	0.0728
Si	0.055	0.0001	0.0971
Si	0.0332	-0.0766	0.1197
Si	0.0086	0.0333	0.0924
Si	-0.0666	-0.0451	-0.0329
Si	0.0838	0.0611	0.0373
Si	0.0751	-0.0707	-0.0335
Si	-0.0324	0.051	-0.0587
Si	-0.0033	0.0685	-0.0469
Si	0.0362	0.0213	-0.0791
Si	0.035	-0.0169	-0.0497
Si	0.0164	0.0062	-0.0487
Si	0.0129	-0.0087	-0.0481
Si	-0.0436	0.006	-0.0454
Si	-0.0113	0.0481	-0.0774
Si	-0.0503	0.0139	-0.0672
O	-0.022	0.003	0.0167
O	-0.0143	0.0232	0.0313
O	-0.0042	-0.0073	0.0276
O	-0.0554	-0.0182	0.0204
O	0.0082	0.0292	0.021
O	-0.0651	-0.0468	-0.0146
O	0.0143	-0.0076	0.0425
O	-0.0027	0.0154	0.0129
O	0.0339	-0.0012	0.0086
O	-0.0165	-0.0123	-0.0458
O	0.0074	0.0131	0.0604
O	0.027	-0.006	0.0482
O	0.0293	-0.0046	0.0157
O	-0.0133	-0.0147	-0.0147
O	-0.0204	0.0091	-0.0712
O	0.0089	0.0084	-0.0329
O	-0.0237	-0.0192	-0.0134
O	0.0018	-0.0126	0.0025
O	-0.0115	0.0119	-0.0957
O	0.0165	-0.0127	-0.008
O	0.0235	0.069	0.0039
O	-0.0113	0.0106	0.0206
O	0.0028	0.0145	0.0031
O	0.0664	-0.0112	-0.0075
Si	-0.0126	0.007	-0.0239
Si	0.0097	0.0028	-0.0216
Si	0.0223	-0.0169	0.0443
Si	0.0216	-0.0214	-0.0096
Si	0.008	-0.0141	-0.0279
Si	0.0033	-0.0095	0.0521
Si	-0.0046	-0.0025	-0.0195
Si	-0.0142	0.0204	0.0294
Si	0.0013	-0.0122	-0.0092
Si	-0.0109	0.0115	-0.0067
Si	-0.0105	0.0384	-0.0197
Si	-0.0111	0.0222	0.0054
Si	0.0216	-0.0087	0
Si	0.0218	-0.0167	0.0351
Si	0.0208	0.0058	-0.0198
Si	-0.0055	-0.0205	0.0315
Si	-0.0028	0.0204	-0.033
Si	-0.0072	0.0185	0.0003
Si	-0.0191	-0.0062	-0.0382
Si	-0.0173	0.0099	-0.0104
Si	0.0096	0.0043	0.0305
Si	0.0283	0.0005	-0.0082
Si	-0.0089	-0.0098	-0.0108
Si	0.0183	-0.0053	0.0299
Si	-0.0138	0.0056	0.0538
Si	0.0142	-0.0035	0.0125
Si	0.0222	0.0251	-0.0043
Si	-0.0174	0.0086	-0.0266
Si	-0.0204	0.0105	0.0588
Si	-0.0094	-0.0166	-0.016
Si	0.014	-0.0072	-0.0195
Si	-0.0085	-0.0115	-0.0114
Si	-0.0467	-0.0208	0.0152
Si	-0.0379	-0.0117	0.0179
Si	-0.008	0.0145	-0.0029
Si	-0.0043	0.0021	0.0146
Si	-0.029	-0.0102	0.0332
Si	0.0051	-0.0118	-0.0092
Si	0.0053	0.0078	-0.0416
Si	-0.0163	-0.0056	-0.013
Si	-0.0264	0.0104	0.0282
Si	-0.0125	-0.0206	0.0203
Si	0.0282	0.01	-0.0028
Si	-0.0175	0.0059	-0.0254
Si	0.0099	-0.0079	0.0265
Si	0.0086	-0.0349	-0.0245
Si	0.0304	-0.0305	0.0284
Si	0.0106	-0.0002	0.0268
O	0.008	0.0067	0.0024
O	-0.018	0.0057	-0.0165
O	-0.002	-0.0053	-0.005
O	0.0088	-0.0107	-0.0168
O	-0.0029	0.002	-0.0195
O	-0.0188	0.0301	0.0176
O	0.004	-0.0048	0.0085
O	-0.0044	0.0002	0.0023
O	-0.017	0.0126	-0.0223
O	0.0047	0.0032	-0.0065
O	-0.0058	0.0116	-0.0111
O	0.0011	-0.0054	-0.0165
O	0.0406	-0.0184	0.0632
O	0.0223	0.0074	0.0242
O	-0.0018	-0.0058	-0.0117
O	0.0422	-0.0097	-0.0589
O	0.0152	-0.0114	-0.0222
O	-0.0112	0.0022	0.0384
O	-0.0033	0.0041	-0.0252
O	-0.0075	-0.0063	-0.0023
O	-0.0076	-0.0036	-0.0085
O	0.0017	-0.0116	-0.0045
O	0.0209	0.0069	-0.0091
O	0.0087	-0.0058	-0.026
O	-0.0071	0.0018	-0.0304
O	0.0122	-0.0005	0.0019
O	0.0137	-0.0058	-0.0071
O	0.0043	0.0188	0.0026
O	-0.0034	-0.0031	-0.0246
O	-0.0137	-0.0045	0.0058
O	-0.0272	0.0047	0.017
O	0.0014	-0.0054	0.0133
O	-0.016	-0.0086	0.0106
O	-0.004	0.0034	-0.0272
O	-0.003	-0.018	-0.0349
O	0.0028	0.0137	-0.0024
O	0.0197	-0.0083	0.0193
O	-0.0293	-0.0043	-0.0032
O	0.0042	-0.0032	-0.0015
O	0.0065	0.0063	-0.006
O	0.0133	-0.0016	0.0199
O	-0.0312	-0.0368	-0.0827
O	0.0206	0.0141	0.0292
O	-0.0098	0.0017	-0.0292
O	-0.0019	0.012	-0.0012
O	-0.0051	0.025	0.0018
O	-0.0203	0.0038	-0.0439
O	0.0016	0.0016	-0.0039
O	0.0112	0.0133	-0.0306
O	0.0048	-0.0218	0.0103
O	0.0062	0.0117	-0.0207
O	0.0003	-0.0008	0.0031
O	-0.0031	-0.0082	-0.0011
O	0.0057	0.0026	-0.0008
O	-0.0117	0.01	0.0056
O	0.0088	-0.0094	0.0164
O	-0.0096	0.0052	-0.01
O	0.0019	0.0129	-0.0083
O	-0.0256	0.0049	-0.008
O	0.0035	-0.0008	0.0015
O	0.0011	0.0034	-0.0053
O	0.0027	0.0134	-0.0321
O	-0.0064	-0.0015	-0.003
O	0.0094	0.0048	-0.0024
O	0.0102	-0.0148	-0.0167
O	-0.0019	-0.0021	-0.005
O	-0.0006	0.005	-0.0079
O	0.0168	0.003	-0.0361
O	-0.0159	0.0028	-0.0065
O	-0.0168	-0.002	0.0134
O	0.0095	-0.0155	-0.0114
O	0.0123	-0.0028	0.0178
O	0.0001	0.0066	-0.0062
O	-0.0006	0.0095	-0.0114
O	0.0019	-0.0025	-0.0305
O	-0.0024	0.0114	-0.0215
O	0.006	0.0012	0.007
O	0.0057	0.0099	0.0006
O	-0.0013	-0.0006	0.0201
O	0.0048	-0.0066	0.0137
O	-0.0032	0.0092	-0.0208
O	-0.0077	0.0012	0.0139
O	0	-0.0112	-0.0109
O	-0.0022	0.0057	0.0167

The program warned: the cutoff lies below the one the program advises for these potential files; the exchange-correlation potential is rough where the density is thin.
